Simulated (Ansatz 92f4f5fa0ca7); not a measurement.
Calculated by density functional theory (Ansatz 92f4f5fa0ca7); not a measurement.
Periodic cell of 286 atoms, Si144O106H32N4, with a vacuum gap, from a study of silicon, its oxide and their interface. The atomic structure is a simulated model.

Settings
functional: r2SCAN
potential files: Ansatz PAW
basis: plane waves
wave-function cutoff: 800 eV
density cutoff ratio: 5
exchange-correlation grid ratio: 1
k mesh: 1 x 1 x 1, shifted by 0.5 0.5 0 of a step
self-consistency stop: 1e-11 eV per atom in the density residual
occupations: fixed
spin: none
net charge: 0
applied field: sawtooth along c, amplitude +0.015 V/angstrom in the program's sign convention, ramp centred at 0.9897 of c and 0.0206 of c wide, no dipole correction

Cell vectors (angstrom)
a	10.887	0	0
b	0	10.887	0
c	0	0	48.4828

Atoms: element, x, y, z (angstrom)
Si	-0.3247	0.3489	34.6004
Si	3.0328	2.4582	34.8729
Si	-0.3086	5.8104	34.8687
Si	3.1233	7.8776	34.9665
Si	5.1012	0.1156	34.8754
Si	8.2571	2.5338	34.8499
Si	5.4053	5.6737	34.756
Si	8.3425	8.0226	34.8537
Si	1.3362	1.3369	36.0307
Si	4.2171	4.0668	36.0754
Si	1.3846	6.8163	36.1484
Si	4.0701	9.506	36.3261
Si	6.7593	1.2879	36.1268
Si	9.4769	4.1251	36.0977
Si	6.8248	6.8502	36.1893
Si	9.5757	9.6	36.0397
Si	0.0103	2.745	37.4137
Si	2.615	-0.008	37.5192
Si	0.0401	8.2421	37.464
Si	2.7632	5.3907	37.4402
Si	5.483	2.7156	37.5043
Si	8.1753	-0.0255	37.4699
Si	5.4969	8.1781	37.5925
Si	8.1513	5.4502	37.5166
Si	1.3848	4.0617	38.8069
Si	4.0488	1.368	38.8096
Si	1.3253	9.5456	38.9153
Si	4.0825	6.7795	38.8407
Si	6.8118	4.0835	38.876
Si	9.5315	1.3805	38.7978
Si	6.8606	9.5283	38.8972
Si	9.5454	6.8384	38.8028
Si	-0.0333	0.0302	40.2328
Si	2.7077	2.7084	40.2034
Si	0.02	5.4511	40.1406
Si	2.7225	8.1552	40.1929
Si	5.4328	0.0106	40.1645
Si	8.1802	2.7231	40.1912
Si	5.4353	5.4361	40.2243
Si	8.1966	8.1524	40.2309
Si	1.3535	1.3675	41.5937
Si	4.0596	4.0742	41.5586
Si	1.3433	6.8075	41.5301
Si	4.0881	9.5289	41.5294
Si	6.784	1.3681	41.5231
Si	9.5568	4.0863	41.521
Si	6.8112	6.7997	41.5784
Si	9.517	9.5334	41.5879
Si	-0.0174	2.7383	6.964
Si	2.7265	-0.0295	6.9398
Si	-0.0034	8.1544	6.9427
Si	2.6824	5.4458	6.9057
Si	5.414	2.6948	6.9193
Si	8.137	0.0249	6.9178
Si	5.441	8.196	6.9317
Si	8.1999	5.4199	6.9189
Si	1.3344	4.1226	8.3083
Si	4.0639	1.3395	8.3134
Si	1.3515	9.5099	8.3005
Si	4.0353	6.8224	8.2275
Si	6.8325	4.0239	8.2228
Si	9.4937	1.3506	8.3058
Si	6.796	9.5804	8.2898
Si	9.5351	6.7851	8.3103
Si	-0.0218	-0.019	9.6532
Si	2.649	2.7029	9.6238
Si	-0.0022	5.454	9.7386
Si	2.6891	8.1375	9.6611
Si	5.4684	0.0368	9.7088
Si	8.1303	2.6924	9.6845
Si	5.4497	5.4294	9.4452
Si	8.1648	8.1996	9.5943
Si	1.219	1.4169	11.0359
Si	4.1474	4.0641	10.7886
Si	1.3781	6.8075	11.1378
Si	4.0564	9.5291	10.9488
Si	6.8302	1.3657	11.1703
Si	9.4638	4.067	11.0306
Si	6.7173	6.823	10.7927
Si	9.5497	9.4636	11.0267
Si	-0.2514	2.6943	12.5417
Si	2.7074	0.0423	12.2305
Si	-0.0189	8.1702	12.5617
Si	2.8425	5.2887	12.2346
Si	5.3945	2.8721	12.3686
Si	8.2318	-0.1157	12.4696
Si	5.353	8.0705	12.223
Si	8.0604	5.5355	12.1628
Si	1.5692	3.8016	13.5116
Si	3.797	1.6482	13.5555
Si	1.2231	9.8979	13.7064
Si	4.2708	6.524	13.6571
Si	6.5689	4.5192	13.6292
Si	9.6629	0.938	14.0773
Si	6.9869	9.0839	13.5271
Si	9.1859	6.8799	13.712
Si	4.7914	3.7503	17.8339
Si	11.6009	-5.0137	31.9685
Si	6.0182	-1.5206	16.3519
Si	-3.9453	-8.6393	18.9956
Si	-8.1649	-3.0102	18.7945
Si	9.0942	6.7549	21.9782
Si	13.9482	13.1593	29.6399
Si	4.1958	20.4787	20.8599
Si	0.8718	28.3274	20.5396
Si	26.9017	18.4868	30.582
Si	12.3319	12.3599	15.3348
Si	13.2164	18.83	15.7277
Si	7.4137	4.6873	23.6359
Si	5.9815	13.8273	29.9312
Si	11.1951	5.7389	15.667
Si	17.5312	-1.3996	32.6166
Si	6.1034	28.1216	25.9342
Si	16.3847	-12.4566	26.2497
Si	10.6467	19.7413	23.5915
Si	7.2178	9.1807	21.5897
Si	-1.6197	26.8075	30.3483
Si	15.9086	23.1827	21.4239
Si	-4.0104	27.3978	28.9315
Si	-2.2046	1.8036	24.1771
Si	-9.0174	14.0736	32.0951
Si	14.1952	19.2724	28.1742
Si	-2.9942	-10.3791	30.6152
Si	9.7938	23.3633	19.1586
Si	8.0541	10.1942	27.8941
Si	-18.5573	16.0507	19.8966
Si	-2.6829	0.4247	16.9414
Si	15.3315	15.0831	22.4924
Si	-5.0599	17.0402	16.1596
Si	12.252	-4.4836	26.9976
Si	3.3406	-16.0254	24.7654
Si	-6.7285	0.91	16.3656
Si	13.374	7.9733	22.9042
Si	-0.7565	1.1438	26.7727
Si	6.9509	-17.637	32.4505
Si	8.4052	15.6756	15.8374
Si	11.3031	14.5531	28.4371
Si	-0.1982	3.4621	17.2066
Si	-0.4547	-1.7713	26.5726
Si	-23.141	21.9636	21.6719
Si	-4.4989	21.6903	23.8916
Si	24.4643	-2.6643	32.0611
Si	2.0817	10.3548	29.9485
Si	21.669	11.7346	31.6426
O	2.3794	-7.6332	33.6135
O	5.4974	-0.8215	33.5954
O	4.5504	2.7073	29.2174
O	11.2295	-5.5283	33.4541
O	-5.0459	14.3936	31.4508
O	-3.2038	8.6046	33.4796
O	15.0878	6.7453	34.4396
O	6.1962	5.2801	33.3512
O	2.736	20.4918	31.2268
O	11.4007	13.1978	31.9667
O	9.4255	1.5014	34.3747
O	16.8802	4.3839	22.9186
O	7.5025	3.0469	33.5034
O	3.4638	4.4727	23.7627
O	-0.0586	2.7245	18.6284
O	7.3479	10.7839	31.9954
O	-2.6603	4.5461	31.5156
O	8.0756	-2.872	14.175
O	10.891	10.848	33.0229
O	2.5198	11.6573	16.3405
O	-2.4477	2.3831	19.5812
O	7.4918	-1.0506	16.9089
O	4.8783	-0.4622	16.9134
O	1.6092	-16.6279	20.176
O	-20.4105	-3.5515	31.8678
O	9.1512	1.3891	22.6854
O	9.474	0.521	17.962
O	6.0752	9.6155	14.7615
O	-10.4392	26.7226	17.0978
O	9.8925	1.6304	25.2365
O	3.6325	3.9266	18.9547
O	-8.1244	8.2318	17.2356
O	4.6505	1.0784	14.8312
O	10.0124	-1.6539	25.0127
O	-2.1661	0.9084	15.459
O	7.3398	16.629	16.5877
N	11.2655	0.3265	14.5138
O	-3.8192	1.3723	17.625
O	-11.6167	-6.9998	29.5873
O	16.9267	1.653	20.1974
O	10.7873	13.3192	27.5072
O	-2.6912	10.3634	21.0352
O	19.2757	5.4344	22.5786
O	10.3855	9.9687	22.4554
O	-5.1014	20.1024	20.8293
O	-3.3269	3.877	14.7823
O	15.3665	13.2061	17.1244
O	10.3732	0.8115	20.4441
O	25.9931	24.4867	21.9077
O	7.01	31.2528	23.176
O	9.9386	-3.4134	23.1506
O	4.499	19.1665	29.2586
O	-2.9415	29.5223	21.3995
O	6.0875	19.4935	31.3909
O	-0.5873	16.9175	31.0539
O	1.6502	17.9735	21.8531
O	7.5195	0.7792	24.6468
O	6.2468	-7.2495	18.5519
O	12.114	4.9145	14.6498
O	3.5012	8.974	22.1727
O	14.9511	1.2807	34.3476
O	6.5673	20.8191	27.3085
O	10.1746	28.1573	20.8087
O	13.0698	9.2899	14.8833
O	-13.0896	22.5103	27.4136
O	-7.4546	17.9399	14.9651
O	-1.8228	19.8872	27.4393
N	13.2875	2.4549	14.2478
O	11.3188	24.2518	16.0908
O	4.8265	15.992	16.9317
O	11.5137	5.1322	27.7156
O	-12.3301	-3.9885	34.4063
O	-7.3148	-4.3462	19.1211
O	-2.7611	3.321	24.1242
O	0.4205	18.6279	26.7835
O	6.8916	12.5005	30.0014
N	-5.2756	38.4066	14.4573
O	2.6555	17.8223	27.8416
O	12.5682	15.5598	31.4693
O	-5.191	18.646	16.5772
O	15.5064	-5.1614	25.7511
O	13.8218	22.4663	29.3365
O	3.0005	2.4357	31.2423
O	-8.9362	5.7938	25.5995
O	0.1394	10.6403	26.8826
O	-10.2265	10.9377	30.4475
O	7.1453	16.5147	24.9301
O	8.0045	21.1077	29.51
O	14.9477	-16.5794	21.2793
O	1.877	14.044	28.9676
O	20.0113	3.7305	16.8346
O	8.4337	16.786	29.2635
O	23.8391	-1.6249	28.7526
N	20.4708	-5.0637	15.0839
O	12.0868	-3.272	19.3377
O	16.2049	10.3409	25.0056
O	3.4186	7.0821	23.8615
O	0.884	-3.6594	15.7797
O	6.5333	17.0501	27.4709
O	3.9775	0.2992	20.9179
O	6.7045	4.0217	28.9822
O	14.7953	-3.6303	31.5868
O	16.9671	7.932	25.6526
O	14.9118	-12.7024	26.891
O	13.5972	-2.2172	33.6057
O	-5.1052	0.8488	22.7327
O	16.8318	-4.586	30.0807
O	-12.4556	12.0203	31.0328
O	1.3631	-2.1564	23.7868
O	14.3318	9.0989	19.5373
H	2.1681	0.5386	42.5261
H	0.5316	2.1893	42.5261
H	4.8739	3.2449	42.491
H	3.2362	4.8943	42.491
H	2.1582	5.9788	42.4626
H	0.5216	7.6293	42.4626
H	4.916	8.7132	42.4619
H	3.2562	10.3405	42.4619
H	7.6088	0.5493	42.4556
H	5.9492	2.1766	42.4556
H	8.7279	4.901	42.4534
H	10.3677	3.2537	42.4534
H	5.9972	7.6292	42.5109
H	7.6357	5.9805	42.5109
H	10.3351	8.7079	42.5204
H	8.6948	10.3547	42.5204
H	-0.8283	3.5709	6.0316
H	0.8044	1.9165	6.0316
H	3.5583	-0.8412	6.0074
H	1.9118	0.7994	6.0074
H	0.8184	7.3325	6.0102
H	-0.8215	8.9799	6.0102
H	3.5059	4.6257	5.9733
H	1.8675	6.2745	5.9733
H	6.2489	1.8863	5.9869
H	4.5998	3.5241	5.9869
H	8.9593	-0.7965	5.9853
H	7.3122	0.8437	5.9853
H	6.255	7.3665	5.9993
H	4.6131	9.0116	5.9993
H	9.0288	4.6052	5.9865
H	7.3755	6.2391	5.9865

Results
free energy: -154618.614 eV
free energy less fixed offsets of H -15.71, N -386.36, O -570.45, Si -639.56 eV per atom: -6.114 eV

Forces (eV/angstrom), in the order of the atoms: element, x, y, z
Si	-0.0037	0.0013	0.0323
Si	-0.0022	-0.0014	0.0219
Si	-0.0012	-0.0017	0.0238
Si	-0.0036	-0.0013	0.0223
Si	0.0021	0.0024	0.0224
Si	0.0021	-0.0038	0.0228
Si	-0.0057	0.0026	0.0259
Si	0.0043	0.0008	0.0231
Si	0.0049	0.0054	-0.0168
Si	-0.0032	-0.0068	-0.0129
Si	-0.0045	-0.002	-0.0154
Si	0.0011	0.0006	-0.0159
Si	-0.0019	-0.0032	-0.0171
Si	0.0033	0.0028	-0.0134
Si	0.005	0.0052	-0.0108
Si	-0.004	-0.0033	-0.0178
Si	-0.0005	-0.0074	0.0089
Si	-0.0067	-0.0043	0.0129
Si	0.0043	0.0068	0.0017
Si	0.0034	0.004	0.0115
Si	0.0092	0.0106	0.0111
Si	0.0021	-0.0035	0.0021
Si	-0.0052	-0.0003	0.0114
Si	-0.0111	-0.0103	0.0149
Si	-0.0077	-0.0116	0.009
Si	-0.0007	-0.0072	0.0192
Si	-0.0005	-0.0096	0.0072
Si	-0.0051	0.0018	0.022
Si	-0.0091	0.0022	0.0061
Si	-0.0015	0.0054	0.0156
Si	0.0128	0.007	0.0099
Si	0.0105	0.0212	0.0185
Si	-0.0044	0.0098	0.182
Si	-0.004	0.0131	0.1972
Si	-0.0037	-0.0075	0.1728
Si	-0.0077	0.0084	0.1629
Si	-0.0065	-0.0008	0.1798
Si	0.0142	-0.0206	0.1654
Si	0.0134	-0.0121	0.1829
Si	-0.0102	-0.0104	0.1965
Si	-0.0562	-0.0305	0.2382
Si	0.0263	0.0105	0.3504
Si	0.1113	-0.0526	0.3412
Si	0.0034	-0.048	0.3006
Si	0.0745	0.0415	0.3339
Si	-0.076	0.0095	0.2371
Si	0.0155	-0.0503	0.2649
Si	0.0077	0.0537	0.3974
Si	-0.0583	-0.0491	-0.1595
Si	0.0108	-0.0253	-0.2116
Si	-0.0419	-0.0059	-0.2513
Si	-0.014	0.0892	-0.4067
Si	0.0163	0.0013	-0.3244
Si	0.0821	0.059	-0.3792
Si	-0.1154	0.0359	-0.2665
Si	0.0151	-0.0617	-0.3072
Si	-0.0008	-0.0246	-0.1875
Si	-0.0197	0.0195	-0.1831
Si	-0.0427	0.043	-0.1746
Si	0.0097	0.0078	-0.1798
Si	-0.0075	0.0049	-0.1812
Si	0.043	-0.0219	-0.1704
Si	0.0027	-0.0311	-0.197
Si	0.0003	0.013	-0.1878
Si	-0.0028	-0.0023	-0.0094
Si	0.0086	0.004	-0.012
Si	-0.014	-0.0073	-0.0322
Si	0.0065	-0.0086	-0.0215
Si	-0.0043	0.0024	-0.0324
Si	0.0002	0.0074	-0.019
Si	-0.0078	-0.0075	-0.012
Si	0.0016	-0.0013	-0.0123
Si	-0.0022	-0.0027	-0.006
Si	0.0005	0.0084	-0.0057
Si	0.0043	0.004	-0.0154
Si	-0.0068	-0.0071	-0.0168
Si	0.0014	0.0066	-0.0156
Si	0.0037	-0.0089	-0.0104
Si	-0.0121	-0.0063	-0.0054
Si	0.0068	0.0062	-0.0003
Si	0.0125	-0.0032	0.0158
Si	-0.0039	0.0126	0.0152
Si	-0.0076	0.0035	0.0081
Si	0.0043	-0.0067	0.0181
Si	-0.0069	0.0051	0.0114
Si	0.0009	-0.0111	0.011
Si	0.0083	-0.0101	0.0111
Si	-0.0063	0.008	0.0157
Si	-0.0043	0.005	0.0136
Si	-0.0009	-0.0055	0.0138
Si	0.008	-0.0035	0.0066
Si	-0.0092	-0.0014	0.0089
Si	0.0067	-0.0029	0.0086
Si	-0.0057	-0.0032	0.0097
Si	-0.0069	0.0055	0.0119
Si	-0.0009	-0.0099	0.0076
Si	-0.0016	0.0004	0.0448
Si	0.0026	-0.0035	0.0291
Si	-0.0003	0.0006	0.0148
Si	-0.0055	-0.0065	0.0457
Si	-0.0011	-0.0002	0.0493
Si	-0.0014	-0.0013	0.0393
Si	0.0041	-0.0026	0.0301
Si	0.007	-0.0018	0.0408
Si	-0.0062	0.0024	0.0422
Si	-0.0001	0.0016	0.0294
Si	0.0023	0.0054	0.0268
Si	0.004	-0.0011	0.0453
Si	0.001	0.0026	0.0352
Si	-0.0018	-0.0003	0.03
Si	0.0048	-0.0018	0.0268
Si	-0.0009	-0.0003	0.0364
Si	0.0025	0.0055	0.0406
Si	-0.0027	-0.0051	0.0429
Si	-0.0073	0.001	0.0457
Si	0.0035	-0.0011	0.0357
Si	-0.0021	0.0033	0.0291
Si	-0.003	-0.001	0.0452
Si	0.0034	-0.0066	0.0345
Si	0.0098	0	0.0469
Si	-0.0002	0.0034	0.0327
Si	-0.0018	0.0044	0.034
Si	0.001	0.0064	0.037
Si	0.0004	-0.0089	0.0512
Si	0.0005	0.0028	0.0276
Si	0.0002	0.0036	0.0464
Si	-0.0042	0.0053	0.0442
Si	0.0056	0.0023	0.0407
Si	-0.006	-0.0068	0.0353
Si	-0.0012	-0.0032	0.0358
Si	-0.0049	0.0039	0.0397
Si	0.0073	0.0039	0.0275
Si	-0.0011	-0.0034	0.0397
Si	0.0034	0.0029	0.039
Si	0.0005	-0.0022	0.0301
Si	0.0008	-0.0069	0.031
Si	0.0016	-0.0009	0.0356
Si	-0.0007	-0.003	0.0365
Si	0.0035	0.0002	0.0376
Si	-0.0013	-0.0044	0.0463
Si	-0.001	-0.0032	0.0477
Si	-0.0038	0.0009	0.0257
Si	-0.003	0.003	0.031
Si	0.0014	-0.0004	0.0336
O	-0.0048	0.0032	-0.0193
O	0.0066	-0.0063	-0.0139
O	-0.0004	0.0008	-0.0085
O	0.0038	-0.0014	-0.0232
O	-0.0011	-0.0019	-0.0135
O	-0.0086	0.0047	-0.016
O	0.002	-0.001	-0.0048
O	0.0016	-0.0035	-0.0117
O	-0.001	0.0072	-0.0099
O	-0.0024	-0.0007	-0.0104
O	0.0007	0.0001	-0.0072
O	-0.0087	-0.002	-0.0243
O	-0.0064	0.0074	-0.0134
O	0.0056	-0.0069	-0.0224
O	0.0029	0.0091	-0.0335
O	0.0034	0.0048	-0.0104
O	0.0061	0.0033	-0.0107
O	0.0014	0.0034	-0.0125
O	0.0019	0.0024	-0.0164
O	-0.011	0.0015	-0.0316
O	0.0004	0.0004	-0.0183
O	-0.0033	-0.0062	-0.0143
O	0.0012	-0.0002	-0.0144
O	0.0048	-0.0033	-0.0129
O	0.0007	0.0015	-0.0079
O	0.0049	-0.0079	-0.0223
O	-0.0079	-0.0053	-0.0219
O	0.0073	-0.0026	-0.0371
O	-0.0036	0.0037	-0.0255
O	-0.0074	0.0055	-0.0268
O	0.0083	-0.0083	-0.0282
O	-0.0054	0.001	-0.0419
O	-0.0025	0.0043	-0.022
O	0.0045	0.0013	-0.033
O	0.0158	0.0077	-0.0442
O	0.0015	-0.0008	-0.0091
N	-0.0097	-0.0133	-0.0148
O	0.0056	-0.0103	-0.0281
O	0.0056	-0.0042	-0.0165
O	0.0147	0.0073	-0.0313
O	-0.005	-0.01	-0.0174
O	0.0024	0.0034	-0.0142
O	0.0091	0.007	-0.0145
O	-0.0015	0.008	-0.0171
O	-0.006	0.0011	-0.0158
O	-0.009	-0.0006	-0.0205
O	-0.0043	-0.0128	-0.015
O	-0.0002	0.0106	-0.0296
O	0.0014	-0.0063	-0.0144
O	0.0033	-0.006	-0.0184
O	-0.0024	-0.0051	-0.0227
O	-0.0066	0.0024	-0.0265
O	-0.0002	0.0023	-0.0058
O	-0.0067	-0.0075	-0.0159
O	-0.0068	-0.0033	-0.012
O	-0.0064	-0.0091	-0.0249
O	-0.0004	0	-0.021
O	-0.0044	0.0047	-0.0124
O	0.0036	-0.0074	-0.0172
O	0.009	0.0065	-0.027
O	0.0003	0.0001	-0.0042
O	-0.0072	-0.0023	-0.0203
O	0.0106	-0.0023	-0.0191
O	-0.0064	0.007	-0.0234
O	0.0048	0.0033	-0.018
O	0.0091	-0.0037	-0.0238
O	0.0068	-0.0019	-0.0147
N	0.0073	0.0073	-0.0158
O	0.0091	-0.0123	-0.0248
O	0.0076	0.0118	-0.0158
O	0.0049	0.0136	-0.0163
O	0.0004	-0.0013	-0.0089
O	0.0016	0.005	-0.0134
O	-0.0027	0.0034	-0.0189
O	-0.0015	0.0057	-0.0095
O	-0.0014	-0.0005	-0.0146
N	-0.0048	-0.0087	-0.0276
O	-0.0048	-0.0039	-0.0149
O	0.0007	0.0014	-0.0105
O	0.002	-0.0018	-0.0099
O	-0.0074	-0.0022	-0.0118
O	-0.0009	0.0014	-0.0162
O	0.0018	0	-0.0098
O	0.0109	-0.0031	-0.0298
O	-0.0007	-0.0017	-0.0082
O	0.0048	-0.005	-0.0113
O	0.008	-0.01	-0.0294
O	0.0015	-0.005	-0.0262
O	-0.0049	0.0032	-0.0308
O	-0.0074	0.0064	-0.0148
O	-0.0059	0.0068	-0.016
O	-0.0055	0.0046	-0.0146
O	0.0026	-0.0078	-0.0179
N	0.0002	0.0096	-0.0274
O	0.0115	0.0067	-0.0234
O	0.0033	0.0095	-0.0288
O	-0.0019	0.0108	-0.0227
O	-0.0049	-0.0033	-0.0041
O	-0.006	0.0056	-0.0319
O	-0.0003	-0.0024	-0.0138
O	0.0012	0.006	-0.014
O	0.005	-0.0005	-0.0138
O	0.0019	-0.0021	-0.014
O	0.011	0.0055	-0.0176
O	-0.0008	0.0012	-0.0144
O	-0.0062	0.0069	-0.0281
O	0.003	-0.0053	-0.0117
O	-0.0055	-0.0004	-0.0023
O	0.0029	-0.0013	-0.0204
O	-0.0062	-0.008	-0.0319
H	-0.2791	0.2746	-0.278
H	0.3639	-0.3006	-0.2393
H	-0.3205	0.3015	-0.2458
H	0.2839	-0.2917	-0.2661
H	-0.3018	0.2914	-0.2568
H	0.2675	-0.3169	-0.3121
H	-0.2795	0.3096	-0.2805
H	0.2916	-0.2762	-0.2948
H	-0.3247	0.247	-0.2846
H	0.352	-0.2596	-0.2801
H	0.3111	-0.247	-0.2881
H	-0.2694	0.3808	-0.2983
H	0.3002	-0.2796	-0.2678
H	-0.314	0.2599	-0.2508
H	-0.237	0.3724	-0.2422
H	0.2437	-0.3351	-0.2456
H	0.3268	-0.4306	0.2499
H	-0.2102	0.2539	0.3005
H	-0.3911	0.3145	0.2515
H	0.2426	-0.2267	0.2841
H	-0.3132	0.3633	0.2603
H	0.207	-0.2828	0.2887
H	-0.2884	0.2311	0.2857
H	0.2838	-0.4067	0.2136
H	-0.4584	0.2236	0.2268
H	0.2554	-0.268	0.2894
H	-0.2561	0.2373	0.2677
H	0.3784	-0.304	0.2436
H	-0.1895	0.2436	0.3081
H	0.4279	-0.3059	0.2067
H	-0.3231	0.4511	0.2039
H	0.2164	-0.2157	0.2941

The program warned: the cutoff lies below the one the program advises for these potential files; the forces do not sum to zero within the program's tolerance; empty levels may hold ghost states of the PAW files; the exchange-correlation potential is rough where the density is thin.
